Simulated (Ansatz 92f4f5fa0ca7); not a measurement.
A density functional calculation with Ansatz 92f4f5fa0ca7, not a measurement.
Periodic cell of 444 atoms, Si288O156, from a study of silicon, its oxide and their interface. The atomic structure is a simulated model.
Doubt: the cutoff is far below the 930 eV that the study's wrapper takes by default for these files, so forces and energies are approximate.
This geometry differs little from another in the collection (a relaxation step or a small displacement).

Settings
functional: PBE
potential files: Ansatz PAW
basis: plane waves
wave-function cutoff: 580 eV
density cutoff ratio: 5
exchange-correlation grid ratio: 1
k mesh: 1 x 1 x 1, Gamma-centred
self-consistency stop: 5e-08 eV per atom in the density residual
occupations: fixed
spin: none
net charge: 0

Cell vectors (angstrom)
a	15.4687	0	0
b	0	15.4687	0
c	0.2806	1.4845	34.5638

Atoms and the computed forces on them: element, x, y, z (angstrom), force x, y, z (eV/angstrom)
Si	0.3871	2.169	25.4976	-0.0031	0.0134	0
Si	0.2895	4.6979	25.6783	-0.0114	-0.0134	0.0011
Si	0.2573	9.305	25.8378	-0.0065	-0.0017	0.0236
Si	0.353	-3.0111	25.6157	-0.0277	-0.0026	-0.0235
Si	4.2623	2.2342	25.8167	0.0049	-0.0048	0.0103
Si	4.2311	4.6528	25.812	0.0033	0.0055	-0.0002
Si	4.189	9.0409	26.1779	-0.0186	-0.0107	0.0001
Si	3.9821	-2.0459	25.6517	0.0216	0.0231	-0.0461
Si	8.004	1.0646	25.6412	0.0308	0.0016	0.0028
Si	7.9283	6.2869	25.7577	0.0144	0.004	0.0004
Si	8.0101	8.7854	25.8774	-0.0094	0.0081	0.0057
Si	7.8121	-2.0919	25.8556	0.0038	0.0158	0.0003
Si	-3.5732	2.2719	25.4468	0.0062	0.0325	0.0068
Si	-3.6875	4.828	25.617	-0.0028	-0.0202	-0.0143
Si	-3.579	9.3869	25.8375	0.0018	-0.0004	0.007
Si	-3.2188	-2.986	25.4219	0.0244	-0.0044	0.009
Si	2.2433	1.5857	26.9435	0.0181	-0.0271	-0.0151
Si	2.2149	5.1958	27.0174	0.0051	-0.0265	0.0008
Si	2.1441	9.0537	27.2498	-0.0028	0.0104	-0.0078
Si	2.1623	-2.4968	27.0221	0.0133	0.0004	0.0225
Si	6.1468	1.5727	27.0621	-0.0232	-0.0046	0.0065
Si	6.1088	5.4235	27.0582	-0.0164	0.0047	-0.0011
Si	6.185	9.2967	27.2791	0.0065	-0.0012	0.0082
Si	5.8791	-2.2546	27.0875	-0.0037	0.013	0.0194
Si	10.0156	1.5344	26.8429	-0.0271	-0.0046	0.0107
Si	9.8782	5.4098	26.9395	-0.01	0.0057	0.0127
Si	9.9382	9.2297	27.1287	0.0056	-0.0031	0.0008
Si	9.7775	-2.318	27.0893	0.0098	0.0092	0.0123
Si	-1.6216	1.5883	26.7485	-0.0041	0.0019	0.0028
Si	-1.6911	5.2403	26.9216	0.0038	0.0008	0.011
Si	-1.6622	9.1693	27.1624	-0.0001	0.0123	0.0118
Si	-1.5495	-2.5261	26.9722	0.0055	-0.0157	0.0071
Si	2.2013	3.3635	28.4818	-0.0118	0.0214	0.0075
Si	2.1603	7.1021	28.4685	0.0095	0.0128	0.0155
Si	2.226	11.0901	28.4673	-0.0093	-0.0089	0.0008
Si	2.1645	-0.4413	28.2811	0.0042	0.0045	-0.0022
Si	6.207	3.4826	28.4353	0.0013	-0.0056	0.0022
Si	6.0476	7.2935	28.5173	0.0032	0.0024	-0.0027
Si	6.0776	11.2858	28.4737	-0.0031	-0.007	0.0129
Si	6.0151	-0.3499	28.4548	0.0008	0.0051	-0.0207
Si	9.8881	3.436	28.3063	0.0068	0.0026	-0.0003
Si	9.9884	7.2675	28.4331	-0.0124	-0.0067	-0.005
Si	9.9353	11.1976	28.4293	-0.001	-0.0067	0.0022
Si	9.9848	-0.3565	28.3735	-0.0085	0.0035	-0.0129
Si	-1.6682	3.3664	28.369	0.007	-0.0038	-0.0119
Si	-1.6668	7.1701	28.3717	0.0016	-0.0059	-0.0058
Si	-1.6281	11.1236	28.4845	0.0016	0.0017	-0.0248
Si	-1.6507	-0.431	28.1778	0.0004	0.0049	0.0015
Si	0.2483	3.4129	29.791	-0.0056	0.0043	0.0078
Si	0.2332	7.2398	29.789	-0.0036	-0.0037	0.0048
Si	0.2969	11.1513	29.819	0.0107	0.0074	0.0137
Si	0.2433	-0.4315	29.6863	-0.0097	-0.0029	0.0036
Si	4.1936	3.4191	29.7619	0.0168	-0.0015	0.0089
Si	4.1014	7.2714	29.8176	-0.0078	-0.0046	0.0051
Si	4.1509	11.1514	29.8131	0.0107	0.0011	-0.0003
Si	4.0689	-0.4335	29.7618	-0.0032	-0.005	0.0039
Si	8.0713	3.4185	29.813	-0.0011	0.0022	0.0059
Si	8.0304	7.2662	29.7911	0.0135	0.0019	0.0046
Si	8.0183	11.1868	29.8031	-0.003	-0.0009	0.0074
Si	8.0147	-0.4226	29.7504	0.0127	-0.0009	0.0112
Si	-3.6228	3.4136	29.7208	-0.0061	0.0001	0.0075
Si	-3.5659	7.2662	29.7894	0.0096	-0.002	0.0082
Si	-3.5902	11.1599	29.7928	-0.0076	0.0001	0.0116
Si	-3.5388	-0.4396	29.7125	0.0062	-0.0022	0.0103
Si	0.2806	1.4845	31.1451	-0.1635	-0.1769	-0.1958
Si	0.2806	5.3517	31.1451	-0.2335	-0.203	0.2751
Si	0.2806	9.2189	31.1451	0.0021	-0.2718	0.0063
Si	0.2806	-2.3827	31.1451	-0.06	0.3667	-0.2254
Si	4.1477	1.4845	31.1451	-0.0792	0.0726	-0.0301
Si	4.1477	5.3517	31.1451	0.0615	-0.2168	0.18
Si	4.1477	9.2189	31.1451	-0.1078	-0.0747	0.1978
Si	4.1477	-2.3827	31.1451	-0.1576	0.2154	-0.004
Si	8.0149	1.4845	31.1451	0.0597	-0.087	0.119
Si	8.0149	5.3517	31.1451	0.2159	-0.0104	0.2641
Si	8.0149	9.2189	31.1451	-0.0239	0.0049	-0.0755
Si	8.0149	-2.3827	31.1451	0.1442	0.3964	0.0633
Si	-3.5866	1.4845	31.1451	0.0436	-0.0044	-0.3827
Si	-3.5866	5.3517	31.1451	-0.019	-0.2573	-0.083
Si	-3.5866	9.2189	31.1451	0.0666	-0.056	-0.048
Si	-3.5866	-2.3827	31.1451	0.0904	0.2569	-0.1883
Si	1.9298	0.0107	3.409	0.0005	-0.0025	0.0036
Si	1.9334	3.8519	3.4046	-0.0018	0.0018	0.0044
Si	1.9317	7.7514	3.4054	-0.0007	-0.0017	0.0045
Si	1.932	-3.8839	3.4054	-0.0005	0.0014	0.0034
Si	5.8073	0.0201	3.4065	0.0002	-0.0031	0.0066
Si	5.8084	3.8637	3.4124	-0.0004	0.0017	0.0037
Si	5.8074	7.7551	3.4083	-0.0014	0.0004	0.0036
Si	5.805	-3.8884	3.4043	0.0004	0.0033	0.006
Si	9.6707	0.0145	3.4193	-0.0018	-0.0002	0.0046
Si	9.6674	3.8648	3.4258	0.0012	-0.0009	0.002
Si	9.6684	7.7465	3.4248	0	0.0021	0.0035
Si	9.6699	-3.8927	3.4177	0.0001	0.002	0.0056
Si	-1.936	0.0036	3.4252	-0.0002	0.0022	0.0021
Si	-1.9382	3.8531	3.4197	0.0013	0.0019	0.0037
Si	-1.9367	7.7525	3.419	0.001	0.0004	0.0027
Si	-1.9344	-3.8806	3.4217	-0.0012	0.0022	0.0024
Si	1.9365	1.9332	4.8013	-0.0008	0.0006	0.0045
Si	1.9408	5.8016	4.7191	0.0026	0.0005	-0.0102
Si	1.9282	9.6693	4.804	0.0003	0	0.002
Si	1.922	-1.9405	4.7284	0.0014	0.0007	-0.0078
Si	5.8191	1.9428	4.8041	0.0013	0.0017	0.0047
Si	5.8328	5.8163	4.7377	0.003	-0.0024	-0.0062
Si	5.8128	9.6681	4.8124	0.0018	-0.0009	0.0017
Si	5.8145	-1.9372	4.7116	0.0017	-0.0001	-0.011
Si	9.677	1.941	4.8215	-0.0015	0.0012	0.0037
Si	9.6586	5.8095	4.7745	-0.0023	0	-0.0036
Si	9.6685	9.6607	4.8347	-0.001	-0.0019	0.0008
Si	9.6872	-1.9426	4.7363	0.002	0.0002	-0.0088
Si	-1.9374	1.9281	4.8215	0.0008	-0.0007	0.0045
Si	-1.9554	5.8047	4.7455	-0.0035	-0.0019	-0.0065
Si	-1.9447	9.6712	4.8273	0.0008	-0.0003	0.0015
Si	-1.9272	-1.9433	4.7682	-0.0011	-0.0016	-0.0043
Si	0.0079	1.9145	6.1864	0.0007	0.0017	-0.0049
Si	0.0003	5.7911	6.0472	-0.0005	-0.0018	0.0237
Si	-0.0021	9.675	6.1913	0.0002	-0.0029	-0.0004
Si	0.0147	-1.9556	6.1169	-0.002	0.0022	0.0175
Si	3.8807	1.9476	6.162	0.0004	-0.0043	-0.0043
Si	3.8895	5.8195	6.0405	-0.0048	0.004	0.0277
Si	3.8688	9.6745	6.1658	-0.0016	0.0028	0.0005
Si	3.8732	-1.9255	6.0277	0.0013	0.0041	0.026
Si	7.7451	1.9603	6.2015	0.0009	-0.0097	-0.0103
Si	7.7316	5.8347	6.1488	-0.001	0.0035	0.0136
Si	7.7334	9.6591	6.2199	-0.0016	0.0057	-0.0045
Si	7.7464	-1.9469	6.0551	-0.0034	-0.0047	0.0193
Si	-3.8653	1.9308	6.218	0.0001	-0.0019	-0.0057
Si	-3.8798	5.8112	6.1251	0.0031	-0.0013	0.0267
Si	-3.8731	9.6607	6.2306	-0.0012	0.0017	-0.0011
Si	-3.8652	-1.9603	6.1142	0.001	-0.0056	0.0235
Si	0.05	-0.0498	7.5268	0.003	-0.0192	-0.0085
Si	0.0158	3.9015	7.4684	-0.0056	0.0208	-0.0125
Si	-0.0168	7.6813	7.458	0.0012	-0.0163	-0.0152
Si	-0.0045	-3.8498	7.5609	-0.0012	0.0172	-0.0066
Si	3.8971	-0.0386	7.4428	0.0008	-0.0225	-0.0051
Si	3.9089	3.9338	7.4498	-0.0005	0.0226	-0.005
Si	3.8692	7.7008	7.468	0.0018	-0.0229	-0.0059
Si	3.862	-3.8058	7.4436	-0.0009	0.0172	-0.0068
Si	7.7617	-0.0501	7.4521	-0.0019	-0.0182	-0.0065
Si	7.7389	3.927	7.5567	0	0.0224	-0.0039
Si	7.7112	7.7276	7.6124	0.0044	-0.023	-0.002
Si	7.7392	-3.8233	7.5016	0.0055	0.0216	-0.0073
Si	-3.8417	-0.0592	7.5214	-0.0002	-0.0199	-0.0052
Si	-3.8653	3.9092	7.5419	0.0038	0.0261	-0.0022
Si	-3.9028	7.7015	7.5731	-0.0045	-0.0213	-0.004
Si	-3.8857	-3.848	7.569	0.0044	0.0231	-0.0009
Si	2.0227	-0.3528	8.8224	0.0054	0.008	-0.0115
Si	1.977	4.2474	8.7285	0.0063	0.01	0.0104
Si	1.9257	7.3746	8.7408	0.003	0.0016	0.003
Si	1.9738	-3.4994	8.8132	0.0046	-0.003	-0.0014
Si	5.8265	-0.3535	8.7481	0.0016	0.0014	0.0018
Si	5.7838	4.2512	8.856	-0.0039	0.0019	0.0031
Si	5.7279	7.4105	8.8937	-0.0042	0.0069	-0.0088
Si	5.7797	-3.486	8.7573	-0.0044	0.0075	0.0167
Si	-5.7999	-0.3857	8.7917	-0.008	0.003	-0.0015
Si	-5.7906	4.2585	8.875	0.0032	0.0017	0.0023
Si	-5.8225	7.425	8.9623	-0.0026	0.007	-0.0147
Si	-5.8349	-3.5339	8.8886	-0.0057	0.0092	-0.0048
Si	-1.8911	-0.3948	8.8166	0.0014	-0.0021	-0.0017
Si	-1.8959	4.216	8.8097	0.0037	0.0127	-0.0062
Si	-1.9243	7.3595	8.8041	0.004	-0.0052	0.0142
Si	-1.9514	-3.5471	8.8934	-0.0059	-0.0004	-0.0055
Si	4.1251	0.6841	24.0759	0.0229	0.0019	0.0146
Si	2.2141	1.4845	32.5123	0.0348	0.0583	-0.013
Si	2.2141	5.3517	32.5123	0.0044	-0.0806	-0.0034
Si	2.2141	9.2189	32.5123	0.0196	-0.012	0.0235
Si	2.2141	-2.3827	32.5123	0.0279	0.0824	0.0064
Si	6.0813	1.4845	32.5123	0.0102	-0.051	-0.0093
Si	6.0813	5.3517	32.5123	-0.0197	-0.0431	-0.0008
Si	6.0813	9.2189	32.5123	-0.0038	-0.0543	-0.0026
Si	6.0813	-2.3827	32.5123	0.008	0.0923	-0.0218
Si	-5.5202	1.4845	32.5123	-0.0288	-0.1003	-0.0002
Si	-5.5202	5.3517	32.5123	-0.0241	-0.0123	0.0226
Si	-5.5202	9.2189	32.5123	0.0162	0.0017	-0.0013
Si	-5.5202	-2.3827	32.5123	-0.0245	0.1316	-0.0021
Si	-1.653	1.4845	32.5123	0.0165	0.0267	-0.0009
Si	-1.653	5.3517	32.5123	0.0388	-0.1127	0.0277
Si	-1.653	9.2189	32.5123	-0.0103	0.0138	0.0125
Si	-1.653	-2.3827	32.5123	-0.0132	0.0351	-0.0054
Si	2.2141	3.4181	33.8796	-0.0578	0.0149	0.0225
Si	2.2141	7.2853	33.8796	0.0152	0.0066	0.0018
Si	2.2141	-4.3162	33.8796	-0.0617	-0.0177	0.0019
Si	2.2141	-0.4491	33.8796	0.0032	-0.0122	0.0041
Si	6.0813	3.4181	33.8796	-0.0135	0.0056	0.0077
Si	6.0813	7.2853	33.8796	0.0196	-0.0021	0.0116
Si	6.0813	-4.3162	33.8796	-0.0121	-0.009	-0.0206
Si	6.0813	-0.4491	33.8796	0.0124	0.0105	0.0134
Si	-5.5202	3.4181	33.8796	0.0319	0.0211	0.0036
Si	-5.5202	7.2853	33.8796	0.0163	-0.027	0.0068
Si	-5.5202	-4.3162	33.8796	0.0278	0.0028	-0.0214
Si	-5.5202	-0.4491	33.8796	0.0284	0.0024	0.0186
Si	-1.653	3.4181	33.8796	-0.0097	0.033	0.0237
Si	-1.653	7.2853	33.8796	-0.0337	-0.012	-0.0071
Si	-1.653	-4.3162	33.8796	0.0183	-0.0118	-0.0016
Si	-1.653	-0.4491	33.8796	-0.0305	0.0023	0.0046
Si	0	1.9336	0.683	-0.0304	0.0034	-0.0224
Si	0	5.8008	0.683	-0.0146	-0.0057	0.0125
Si	0	-5.8008	0.683	-0.0127	0.0102	-0.0273
Si	0	-1.9336	0.683	-0.0118	0.0168	0.019
Si	3.8672	1.9336	0.683	0.0134	-0.0103	-0.033
Si	3.8672	5.8008	0.683	-0.0066	-0.0109	0.0118
Si	3.8672	-5.8008	0.683	-0.0016	0.0112	-0.0393
Si	3.8672	-1.9336	0.683	0.0182	0.0071	0.0087
Si	7.7343	1.9336	0.683	0.0284	-0.0327	-0.0338
Si	7.7343	5.8008	0.683	0.0126	-0.0012	0.0119
Si	7.7343	-5.8008	0.683	0.03	0.0087	-0.0401
Si	7.7343	-1.9336	0.683	0.0191	-0.0059	0.0156
Si	-3.8672	1.9336	0.683	0	-0.0308	-0.0212
Si	-3.8672	5.8008	0.683	0.0122	0.0309	0.022
Si	-3.8672	-5.8008	0.683	0.009	0.0026	-0.0224
Si	-3.8672	-1.9336	0.683	-0.026	-0.001	0.0255
Si	0	0	2.0503	-0.0688	0.1007	-0.0133
Si	0	3.8672	2.0503	-0.0627	-0.0843	-0.0274
Si	0	7.7343	2.0503	-0.0586	0.0994	-0.0406
Si	0	-3.8672	2.0503	-0.0566	-0.1183	-0.0408
Si	3.8672	0	2.0503	0.006	0.09	-0.0291
Si	3.8672	3.8672	2.0503	0.0498	-0.0737	-0.0352
Si	3.8672	7.7343	2.0503	0.0264	0.098	-0.0457
Si	3.8672	-3.8672	2.0503	0.0075	-0.1147	-0.0705
Si	7.7343	0	2.0503	0.0698	0.1025	-0.055
Si	7.7343	3.8672	2.0503	0.0657	-0.0822	-0.0332
Si	7.7343	7.7343	2.0503	0.0737	0.1098	-0.042
Si	7.7343	-3.8672	2.0503	0.0614	-0.1098	-0.0633
Si	-3.8672	0	2.0503	0.0153	0.0887	0.0116
Si	-3.8672	3.8672	2.0503	-0.0412	-0.0751	0.0098
Si	-3.8672	7.7343	2.0503	-0.0231	0.0879	0.0151
Si	-3.8672	-3.8672	2.0503	0.016	-0.1024	-0.0031
Si	1.7903	1.9736	10.9434	0.0028	0.0025	-0.0226
Si	3.7513	-5.7413	13.2875	-0.0045	0.0011	-0.0144
Si	1.64	-5.8073	10.9461	0.001	0.0017	-0.0279
Si	4.0852	8.471	15.8115	0.0031	0.0046	0.0052
Si	-5.1999	4.0739	15.6724	0.0093	0.013	-0.0065
Si	6.1338	1.919	10.9867	-0.0018	-0.0073	-0.0232
Si	0.6881	1.9006	19.7275	0.0008	0.0049	0.0009
Si	-4.1489	-0.8856	18.0285	0.0009	-0.0022	0.003
Si	9.2891	1.9195	10.9903	-0.0017	-0.0005	-0.0168
Si	-5.3647	-5.7331	14.2253	-0.0058	-0.002	-0.0011
Si	9.153	-5.764	11.1505	0.0032	0.0059	-0.0201
Si	9.1931	-0.517	15.7335	-0.0032	-0.0115	-0.0018
Si	-1.3881	1.9137	10.9461	-0.0018	0.0006	-0.0159
Si	-1.5313	-5.8453	11.0288	-0.0007	-0.0014	-0.016
Si	4.862	3.1959	15.8379	0.0072	0.006	0.0101
Si	-5.1521	1.5805	13.9166	-0.0031	-0.0083	-0.0043
Si	2.9353	1.9417	17.7175	-0.0004	0.0014	0.012
Si	-2.2743	9.5995	14.0677	0.0111	-0.0071	-0.0056
Si	1.3763	0.979	22.6521	0.0013	0.0009	-0.004
Si	2.5883	-4.604	15.8021	-0.0036	-0.0025	0.004
Si	6.9588	1.2829	17.1982	-0.0033	-0.0054	0.0088
Si	5.4579	5.9705	16.7376	0.0068	0.0069	0.0002
Si	6.353	10.1209	17.2388	0.0104	0.0048	0.0007
Si	2.2489	10.8981	21.3846	0.016	0.0018	0.0292
Si	-2.0821	1.6564	13.9641	0.0055	-0.0008	-0.0087
Si	7.39	10.9722	23.7292	-0.0073	0.0028	-0.0072
Si	5.9712	-5.7282	11.0338	-0.0051	0.0089	-0.0278
Si	-3.835	1.7681	19.4579	0.0016	-0.0014	0.0002
Si	-0.2376	-0.6439	15.1954	-0.0043	-0.0034	-0.0044
Si	-5.277	7.061	15.7876	0.0031	-0.0074	0.0053
Si	-0.5178	-3.7198	15.5057	-0.0016	0.0032	-0.0016
Si	8.5681	-3.5639	16.1093	-0.0054	0.0123	0.0022
Si	-4.0201	0.972	22.4898	-0.0095	-0.0027	-0.0004
Si	-1.5927	3.806	18.7486	-0.0072	-0.0037	0.0023
Si	-1.3448	6.9844	18.95	0.0014	-0.0108	-0.001
Si	9.5076	-2.9903	19.054	-0.0019	0.0034	-0.0042
Si	-1.8525	-2.9791	18.2092	0.0004	0.0017	0.001
Si	0.2718	-0.8722	18.2183	-0.0016	0.0001	0.0094
Si	4.9503	10.6727	20.0629	0.0124	-0.005	0.0001
Si	3.9958	6.902	24.0793	-0.0099	0.0128	0.0032
Si	9.1065	3.0509	18.4311	-0.0017	-0.0117	0.0085
Si	-1.9938	4.0953	15.7486	-0.0017	0.0088	-0.0053
Si	8.3637	6.7763	22.827	0.007	0.0025	0.0008
Si	2.7058	0.0075	15.2689	-0.0047	-0.0031	0.0031
Si	3.929	1.8501	13.2519	-0.0002	-0.0007	-0.0188
Si	5.6821	7.9059	21.599	0.0022	0.0018	0.0181
Si	-3.5754	-4.1811	20.4683	-0.0021	0.0009	0.0088
Si	0.4907	-2.074	22.5226	-0.003	-0.0054	0.0268
Si	-2.105	7.0952	15.9171	-0.0007	-0.007	-0.0067
Si	7.2086	-3.0727	21.194	0.0114	-0.0012	0.0132
Si	0.2494	8.349	21.0983	-0.0067	-0.0194	0.017
Si	4.8719	-0.2183	18.9666	0.004	0	0.0056
Si	6.206	-0.2391	21.8439	-0.0056	0	0.006
Si	0.8493	7.0271	23.7766	-0.0004	0.0106	0.0041
Si	4.2335	11.0656	23.8436	0.004	-0.0099	-0.0026
Si	8.4202	1.68	22.6378	-0.0066	0.0036	0.0113
Si	6.2692	5.8449	19.5667	0.0002	-0.001	-0.0066
Si	-4.1329	7.1737	23.5816	-0.0072	0.0122	0.003
Si	3.1637	-2.0428	17.3743	0.002	-0.0025	0.0082
Si	-2.6132	-1.9491	22.474	0.008	-0.0152	0.0208
Si	8.3153	4.3788	20.9741	0.001	0.0013	0.0061
Si	-2.6972	8.4453	21.1494	-0.0045	-0.0043	0.0164
Si	7.8365	7.487	17.6267	-0.0022	0.0016	-0.0035
O	-4.606	-2.2242	25.8213	-0.0247	0.0037	0.0049
O	2.2084	0.6015	10.1601	-0.0021	-0.0122	0.003
O	1.9821	-1.9267	9.3509	-0.0034	-0.007	0.0278
O	2.112	3.2855	10.0482	-0.0043	0.0182	-0.0136
O	1.9359	5.8087	9.2856	0.0027	-0.0116	0.0256
O	-1.9019	5.7883	9.3431	-0.0037	-0.0035	0.0231
O	1.9648	8.3353	10.069	-0.0055	-0.0117	-0.0073
O	0.0627	-5.7394	11.297	0.0012	-0.0006	0.0136
O	-3.602	3.949	15.9165	0.0018	-0.0025	0.0028
O	5.8091	0.6173	10.0709	0.0042	-0.0146	-0.0117
O	5.4399	10.5548	18.5161	-0.0094	0.0018	0.0108
O	5.7174	3.286	10.1942	0.001	0.0188	-0.0025
O	5.7585	5.8249	9.398	-0.0001	-0.0079	0.0205
O	5.5655	8.3613	10.2428	0.0031	-0.0135	0.0035
O	8.0169	9.6244	24.414	0.0096	-0.0141	0.0066
O	5.7999	-1.9175	9.2986	-0.002	-0.0072	0.0288
O	9.6238	0.611	10.0907	-0.0008	-0.02	-0.0117
O	9.6498	-1.9434	9.3709	0.0043	-0.0085	0.0268
O	-5.7661	3.284	10.2015	-0.0013	0.0223	-0.0004
O	-5.8033	5.8282	9.4325	0.0021	-0.011	0.0226
O	9.6356	8.3584	10.3369	0.0006	-0.0149	0.0036
O	9.5739	-4.4578	10.2574	-0.0033	0.0115	-0.0052
O	8.611	-2.0357	15.4982	0.0034	-0.0022	0.0073
O	-1.854	0.5851	10.1335	-0.0008	-0.0143	-0.0026
O	-5.2564	-1.5081	19.072	-0.0005	-0.002	-0.0028
O	-1.8441	3.2539	10.144	0.001	0.015	0.0003
O	3.7461	0.9206	18.6925	-0.0061	0.0047	-0.0056
O	-1.8944	8.3144	10.1383	0.0044	-0.0133	-0.0162
O	-1.2753	-4.6547	14.433	-0.0065	-0.0048	0.0077
O	4.1926	6.9764	16.4546	-0.0029	0.0018	-0.0007
O	-1.9184	-1.9584	9.3835	0.0011	0.0019	0.0232
O	2.7697	9.3134	16.3435	0.0024	-0.0015	-0.003
O	7.5594	6.7351	19.0539	-0.0025	-0.0048	0.0124
O	3.483	-1.2106	16.0071	0.001	0.0003	0.0049
O	7.6275	2.4057	18.1841	-0.0044	-0.0002	-0.0009
O	-5.6176	-5.654	12.6161	-0.008	0.0002	0.0098
O	4.609	7.6219	22.7798	-0.0013	0.0035	0.0032
O	1.2908	9.6071	21.0674	0.002	0.0091	-0.0119
O	9.3766	-3.5221	17.5221	0.0012	0.0023	0.0052
O	-5.7337	8.2166	14.7263	0	0.0102	0.0006
O	3.3305	10.9874	20.1397	-0.0096	0.0004	0.0003
O	0.2039	1.9107	11.2479	-0.0038	0.0007	0.0154
O	4.302	-1.683	18.4933	-0.0002	-0.0077	-0.0018
O	-3.7846	-5.477	14.5401	-0.0028	0.0003	0.0044
O	-1.512	5.3713	19.2167	0.0032	0.0098	-0.0003
O	9.377	7.271	17.1854	0.0039	-0.0031	-0.0038
O	-0.5854	2.8995	19.6391	0.0095	-0.0075	0.0034
O	3.1959	10.6263	22.6855	-0.0065	0.003	-0.0091
O	0.0886	8.2279	24.59	-0.0046	0.0101	0.0019
O	-0.6503	-2.1966	14.9405	-0.0004	0.0006	0.0099
O	0.7228	7.2054	22.1671	-0.0007	-0.004	-0.0083
O	2.3674	1.1554	16.3956	-0.0017	0	-0.0002
O	5.4127	9.3571	16.1608	-0.0067	-0.0021	0.0017
O	5.3281	6.7791	20.4862	-0.0053	-0.0016	-0.0001
O	6.8488	6.7987	16.5115	-0.0001	0	0.0033
O	1.1042	-0.5859	22.2793	0.0032	0.0091	-0.0066
O	-1.2426	3.7481	17.1552	0.0006	-0.0025	0.0011
O	-5.7352	2.9339	14.638	-0.0059	0.001	0.0053
O	5.6971	-4.4371	10.0892	0.0081	0.012	-0.0179
O	9.2404	-4.6032	15.0377	0.0054	-0.0057	0.001
O	-3.6913	1.7566	21.0878	0.0004	-0.0016	0.0092
O	-5.5737	5.5797	15.1438	0.0003	-0.0009	0.0061
O	3.4111	-4.5255	14.3629	0.0022	-0.0024	-0.0011
O	7.9276	-4.1493	22.2142	-0.0037	0.002	-0.0039
O	-3.7076	7.1584	16.1926	-0.0038	0.0031	0.0006
O	3.7665	10.2547	25.1566	0.0046	-0.0075	0.0031
O	-1.0558	-2.0316	21.9963	0.0076	0.0035	-0.0087
O	5.2765	1.7832	12.3552	0.0027	0.0012	0.0142
O	-2.3858	-4.0175	19.3495	-0.0014	-0.0065	0.0035
O	9.7393	7.4999	23.346	-0.0002	-0.0028	-0.0053
O	3.6789	-0.5095	25.1287	-0.0305	-0.0022	0.0125
O	4.2915	5.3016	24.25	0.0028	-0.022	0.0052
O	7.7306	5.9761	24.1186	0.0021	-0.0127	0.0044
O	9.5441	3.8345	17.0949	-0.0016	0.0028	-0.0016
O	-2.2879	9.4242	12.4501	0.008	0.0015	0.004
O	3.208	-3.6101	16.9447	0.0044	0.0047	0.0006
O	4.1155	2.9881	14.4048	-0.0012	-0.0016	0.0003
O	2.6212	2.1426	12.3283	-0.0017	-0.0016	0.0126
O	7.2215	7.7747	22.1797	-0.0007	0.0035	-0.0045
O	7.3307	0.9246	21.6982	0.0006	0.0019	-0.0081
O	-3.5078	1.7653	23.8402	0.0017	-0.0023	-0.0001
O	0.3665	0.3675	19.2597	0.0011	-0.0002	-0.0018
O	-1.3371	7.3167	17.349	0.0042	0.0029	0.0121
O	9.8219	0.8393	22.6018	0.0082	-0.0021	-0.0046
O	-5.2707	1.8117	12.3214	0.0001	0.0018	0.008
O	6.9935	-1.6601	21.9802	0.0097	-0.0113	-0.0087
O	0.4837	1.5372	23.9294	-0.0022	0.0078	0.0114
O	-3.0618	3.1149	18.9571	-0.0045	-0.0008	-0.0022
O	-3.3425	7.359	22.1744	-0.0016	-0.0032	-0.0042
O	1.1234	1.8678	21.3016	0.002	-0.0077	0.0118
O	7.9353	1.8651	24.1922	-0.0031	0.0016	0.006
O	-1.2174	-3.8438	16.9802	-0.0005	0.0014	-0.0001
O	0.517	-2.2948	24.1425	0.0022	-0.0062	0.0131
O	-1.6631	5.6374	15.3036	-0.0006	-0.0045	0.0068
O	5.7136	-3.5445	20.7635	-0.0053	0	-0.0068
O	-3.8361	5.6599	24.1574	0.0071	-0.0189	0.0046
O	-1.4737	3.0132	14.6504	-0.0029	-0.0082	0.0032
O	0.328	10.8423	25.2266	0.0062	0.0152	-0.0093
O	-3.5592	8.2543	24.6513	0.006	0.0162	0.0106
O	7.7096	1.9612	11.3803	-0.0023	0.0011	0.0148
O	4.6225	7.6458	25.3886	0.0071	0.0124	0.0012
O	2.0896	-4.4567	10.1498	-0.0042	0.0083	0.0025
O	4.1089	-2.823	24.193	-0.0058	0.0052	0.0319
O	1.0314	-4.2034	15.5937	0.0064	-0.0004	0.0034
O	7.9328	-0.55	25.2351	-0.0078	-0.0052	-0.0036
O	7.5479	-5.805	11.411	0.0014	-0.0001	0.0165
O	-4.9152	-0.4886	16.6455	0.0031	0.0016	0.0052
O	-5.0406	-4.0886	19.7945	0.001	-0.0012	0.0012
O	7.7554	-3.2046	24.6449	0.0042	0.0047	-0.0069
O	5.3966	5.3959	18.2713	0.0021	-0.0005	0.0097
O	1.7073	-1.6074	17.9714	0.0011	-0.0001	-0.0048
O	5.2193	-0.2593	20.5502	0.0048	0.0023	0.0004
O	8.5572	3.1722	22.0204	0.004	-0.0068	-0.0027
O	8.8492	5.7299	21.6889	0.0003	0.0042	-0.0018
O	1.3458	-3.2189	21.6834	-0.0014	-0.006	-0.0165
O	-3.5155	10.889	25.1481	0.0044	-0.0085	-0.0118
O	5.3704	0.0883	23.2025	-0.0068	0.0015	0.0057
O	6.1811	0.1807	18.1012	0.0021	0.0008	-0.0008
O	5.786	10.7045	23.5532	-0.0106	-0.0032	-0.0069
O	-1.1968	8.9026	21.6134	0.001	0.0043	-0.0128
O	-2.6754	-2.357	24.0333	0.0105	-0.0001	-0.0069
O	-0.3282	-0.319	16.7978	-0.0002	-0.0002	0.0009
O	7.5221	9.0863	17.7488	-0.0043	0.0071	-0.0015
O	-2.027	-4.4893	10.2537	0.0015	0.0117	0.0031
O	-0.7157	-2.0014	18.8559	0.0031	0.0028	0.0011
O	1.2816	-0.4508	14.637	0.0046	0.0013	0.0051
O	3.9811	8.3653	14.1786	0	0.0049	0.0035
O	-3.3433	0.3563	18.7534	0.0018	0.0057	0.0019
O	-3.4645	-2.9991	21.5781	-0.0056	-0.0022	-0.0055
O	5.3914	9.3363	20.8979	-0.0004	0.0122	-0.0076
O	5.0887	-5.5043	12.3862	0.0067	-0.002	0.0116
O	8.0855	-2.8896	19.8338	-0.0081	0	0.0054
O	-3.6162	1.3853	14.4133	0.0044	-0.001	0.0053
O	0.0288	7.5953	19.646	0.0063	0.0103	0.0054
O	2.4555	9.5508	12.3334	-0.0013	0.0007	0.0139
O	-3.2719	-0.4664	22.3501	-0.0063	0.0227	-0.0036
O	6.7554	4.5844	20.4934	0.0054	-0.0064	0.0029
O	8.0854	0.4353	16.4248	-0.0016	0.0047	0.0025
O	-1.209	0.3512	14.3726	-0.0044	0.0058	0.0051
O	-2.1343	1.8894	12.369	0.0056	-0.0001	0.0143
O	7.0469	-4.0702	16.476	0.001	-0.0038	0.0031
O	2.9542	1.1138	23.0276	-0.0169	0.0056	-0.0175
O	-3.0702	-2.0488	17.6456	-0.0037	-0.0003	0.0023
O	5.479	4.6959	15.7417	-0.0022	-0.0102	-0.0017
O	0.2993	5.5517	24.2261	0.0017	-0.0138	-0.0026
O	3.8312	3.1601	17.1157	0.002	0.0026	-0.0051
O	-3.5669	9.8108	21.139	0.0065	-0.0079	-0.0043
O	-2.6096	7.7394	19.6742	-0.0036	0.0085	0.0012
O	-5.3751	1.8519	18.9161	-0.0001	-0.0005	-0.0005
O	9.1591	4.158	19.613	-0.0018	0.0116	0.0131
O	5.9933	2.0372	16.1071	-0.0034	0.0024	-0.0019
O	1.7787	2.5441	18.6863	-0.0037	0.0005	-0.0008
O	2.4103	7.1711	24.1624	0.0143	-0.0008	0.0006
O	3.6871	0.4522	14.0557	0.0001	-0.0001	0.005
O	9.5251	0.2029	14.3052	0.002	0.0016	0.0042
O	-1.7365	8.2462	14.8234	-0.0047	0.0117	-0.0018

Results
free energy: -271813.053 eV
free energy less fixed offsets of O -568.88, Si -635.61 eV per atom: -12.093 eV

The program warned: the cutoff lies below the one the program advises for these potential files; the exchange-correlation potential is rough where the density is thin.
